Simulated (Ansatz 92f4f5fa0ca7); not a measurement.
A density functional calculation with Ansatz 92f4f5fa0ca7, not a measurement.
Periodic cell of 215 atoms, Si132O82B1, from a study of silicon, its oxide and their interface. The atomic structure is a simulated model.
Doubt: the cutoff is far below the 930 eV that the study's wrapper takes by default for these files, so forces and energies are approximate.

Settings
functional: PBE
potential files: Ansatz PAW
basis: plane waves
wave-function cutoff: 580 eV
density cutoff ratio: 5
exchange-correlation grid ratio: 1
k mesh: 1 x 1 x 1, Gamma-centred
self-consistency stop: 5e-08 eV per atom in the density residual
occupations: fixed
spin: none
net charge: -1 e, with a uniform compensating background and no finite-size correction

Cell vectors (angstrom)
a 10.938 0 0
b 0 10.938 0
c 0 0 31.5432

Atoms: element, x, y, z (angstrom)
Si 10.4302 0.5826 24.3488
Si 6.0401 10.5059 24.1574
Si 2.125 3.2574 24.0908
Si 8.7014 2.2677 24.3127
Si 0.4939 5.0612 24.1714
Si 5.0451 5.9039 24.2046
Si 3.3895 7.6592 24.17
Si 7.8283 8.8346 24.0062
Si 1.3405 1.4846 25.4606
Si 6.9102 1.3147 25.4997
Si 4.0216 4.1095 25.3358
Si 9.6564 4.1094 25.4286
Si 1.4889 6.8242 25.3767
Si 6.8919 6.9534 25.2538
Si 4.2233 9.5416 25.3543
Si 9.53 9.6485 25.4435
Si 2.7717 0.011 26.6629
Si 8.2124 -0.0198 26.9498
Si 0.0088 2.7756 26.9247
Si 5.4419 2.745 26.6845
Si 2.748 5.4434 26.8494
Si 8.2141 5.5302 26.6503
Si 0.0346 8.2169 26.672
Si 5.5467 8.2036 26.8064
Si 4.1005 1.3724 28.0805
Si 9.5842 1.3776 28.2824
Si 1.3824 4.1304 28.2785
Si 6.8258 4.1472 28.0353
Si 4.1559 6.8261 28.1653
Si 9.5894 6.8581 28.0605
Si 1.3906 9.5948 28.0577
Si 6.8341 9.538 28.2776
Si 0.0423 -0.0179 29.5508
Si 5.4332 0.0216 29.5057
Si 2.7624 2.7131 29.5437
Si 8.1606 2.7807 29.5001
Si -0.0297 5.5157 29.5142
Si 5.4988 5.4568 29.5295
Si 2.7429 8.2211 29.4697
Si 8.2443 8.1668 29.5471
Si 1.3876 1.3626 30.9281
Si 6.8002 1.3863 30.856
Si 4.1193 4.0907 30.9118
Si 9.5422 4.1329 30.8622
Si 1.3632 6.8646 30.8497
Si 6.8618 6.8114 30.9215
Si 4.0857 9.586 30.8646
Si 9.5902 9.5518 30.9179
Si 2.7435 -0.0287 0.7434
Si 8.1573 0.0091 0.6818
Si -0.0398 2.7622 0.6919
Si 5.4725 2.7095 0.741
Si 2.7017 5.4865 0.69
Si 8.2141 5.4375 0.7579
Si 0.0281 8.1785 0.7365
Si 5.4551 8.2212 0.6935
Si 4.1167 1.3253 2.1078
Si 9.5058 1.3868 2.0346
Si 1.3108 4.1403 2.0784
Si 6.8483 4.0502 2.1114
Si 4.0579 6.8742 2.0468
Si 9.6066 6.7987 2.1039
Si 1.3797 9.5426 2.1076
Si 6.8118 9.5764 2.0975
Si -0.0787 -0.009 3.3101
Si 5.445 -0.0347 3.5683
Si 2.6758 2.711 3.3461
Si 8.1865 2.6727 3.5458
Si -0.0175 5.4741 3.5957
Si 5.4365 5.4828 3.3134
Si 2.7326 8.1925 3.5356
Si 8.2394 8.1887 3.3993
Si 1.2641 1.3385 4.6777
Si 6.8572 1.2822 4.9611
Si 4.0473 4.1214 4.6635
Si 9.5387 4.0338 4.9409
Si 1.3437 6.9072 4.9671
Si 6.8292 6.7986 4.7029
Si 4.0415 9.5642 4.9665
Si 9.5986 9.571 4.7653
Si 2.4332 -0.0386 6.1957
Si 8.2684 -0.1643 6.2889
Si -0.0143 2.5853 6.2204
Si 5.3505 2.7406 6.0705
Si 2.7405 5.4286 6.1809
Si 8.1028 5.44 6.1991
Si 0.0519 8.4293 6.3231
Si 5.5455 8.1369 6.1729
Si 3.4344 1.8621 7.1482
Si 10.1957 0.6289 7.4836
Si 1.7582 3.6345 7.3623
Si 6.2136 4.492 7.3843
Si 4.6521 6.282 7.2821
Si 9.2059 7.2199 7.3106
B 0.8996 10.2147 7.5574
Si 7.3956 8.8745 7.4854
O 4.6194 6.5563 8.9137
O 1.369 3.9432 8.9546
O 9.7234 6.5153 8.7233
O 1.3315 10.0567 8.9222
O 6.0961 4.1819 9.022
O 3.8322 1.6519 8.7193
O 7.1432 8.9226 9.1356
O 9.717 0.9519 9.0465
O 8.2554 2.5413 22.7471
O 10.997 5.553 22.6469
O 5.6352 0.087 22.6426
O 5.2795 5.4034 22.64
O 2.1384 2.8225 22.4813
O 3.3238 7.8585 22.5165
O 8.382 8.7472 22.4279
O -0.1781 11.2457 22.7591
Si 2.1642 2.9997 12.8789
Si 8.7206 1.2408 10.2986
Si 1.0769 4.5156 15.3509
Si 7.5515 5.5275 12.1848
Si 2.4082 8.1935 21.2183
Si 5.4042 7.7451 12.4641
Si 9.281 0.4789 15.4571
Si 2.9207 -0.0372 16.6485
Si 10.4714 1.1868 12.5635
Si 7.7628 2.8424 21.2408
Si 9.1653 8.8054 14.4149
Si 1.4651 4.7938 10.3454
Si 4.4765 9.4984 19.14
Si 11.0699 6.1038 21.117
Si 6.6309 10.4509 14.8257
Si 5.3859 0.7419 21.1835
Si 2.3105 9.7977 10.2044
Si 0.425 10.6427 21.3971
Si 5.8467 5.2609 21.1341
Si 3.6362 7.0889 10.075
Si 9.0574 5.7 14.8272
Si 3.6656 4.0817 19.0891
Si 10.0258 3.6722 19.3122
Si 4.2779 8.6652 15.361
Si 0.4637 1.9304 17.1495
Si 6.7868 7.544 19.2602
Si 5.2598 3.6283 16.7284
Si 7.7854 5.0343 17.5188
Si 6.6808 9.8732 10.3802
Si 4.3928 1.0218 10.0777
Si -0.0392 9.1074 11.8299
Si 9.0982 8.6371 20.9518
Si 4.5585 1.67 14.5644
Si 2.4428 2.0934 21.0545
Si 6.3741 3.2638 10.3417
Si 3.4347 5.9253 16.7329
Si 9.857 6.5409 10.3362
O 0.1117 2.627 18.5821
O 2.9451 9.6331 15.5737
O 10.858 4.8125 20.1415
O 7.5989 2.3168 9.8347
O 10.9254 5.3713 10.8009
O 6.5442 6.6396 12.8376
O 10.2483 8.0819 10.7431
O 7.6854 9.464 13.9754
O 8.3995 6.1959 10.9693
O 5.3478 10.5057 20.0702
O 2.1844 3.7887 11.4349
O 7.9675 8.5564 19.7727
O 6.1975 6.7395 20.5572
O 5.5122 2.7196 15.3974
O 1.3034 0.9333 20.7111
O 6.0923 8.9903 11.6305
O 4.6065 4.9873 16.0991
O 6.6015 3.9193 17.613
O 10.5554 10.6948 11.7833
O 5.5855 0.499 13.9773
O 8.021 5.1455 15.9267
O 9.7662 9.8449 15.5334
O -0.3925 5.1463 15.131
O 1.5626 6.8496 20.8031
O 1.5064 0.644 17.1675
O 6.5885 1.7859 20.819
O 1.0083 1.8366 12.8022
O 3.2489 5.4951 18.3239
O 9.5303 2.0092 11.5133
O 1.0445 3.121 16.1974
O 8.5966 5.1327 13.3728
O 10.309 8.6083 13.2626
O 1.4404 9.4094 21.7037
O 10.0775 9.9382 20.6192
O 3.12 0.2073 10.7453
O 5.1183 2.3019 10.8327
O 1.7596 4.1689 13.9253
O 7.9483 10.8157 10.8289
O 9.1354 4.4828 18.2187
O 5.6585 9.5007 15.7597
O 5.5273 -0.0951 9.7806
O 3.5953 2.3139 13.3798
O 1.976 5.6754 16.0536
O 9.7033 1.0812 13.9944
O 4.3314 6.963 11.5307
O 4.7582 4.4878 20.217
O 9.9688 1.3672 16.6089
O 6.7475 4.2196 11.6201
O 5.5772 8.4165 18.5904
O 9.062 2.7513 20.2591
O 3.6067 1.1367 15.7684
O 4.2293 3.0788 17.9003
O 9.9078 7.2213 20.8994
O 3.3685 8.6533 9.7232
O 3.9533 7.4323 16.3877
O 7.6483 0.4901 15.6727
O 8.9664 7.3178 14.9985
O 3.9264 1.4472 21.1794
O 1.5649 9.1256 11.5196
O 2.309 6.161 10.0921
O 7.3442 6.4704 18.1607
O 7.2162 4.3771 21.1419
O 4.5702 8.2124 13.8047
O 3.3227 8.6843 19.9677
O 2.4989 3.2357 19.8696
O 3.7418 10.3725 17.9665

Results
free energy: -130699.274 eV
free energy less fixed offsets of B -154.04, O -568.88, Si -635.61 eV per atom: 3.446 eV

Forces (eV/angstrom), in the order of the atoms: element, x, y, z
Si -0.0287 0.0507 0.1539
Si 0.0538 -0.0214 0.19
Si -0.014 0.0369 0.1627
Si 0.0258 -0.0433 0.1796
Si 0.0489 -0.0338 0.1717
Si -0.0167 0.0398 0.1584
Si 0.0149 -0.0346 0.164
Si -0.0407 -0.0043 0.1775
Si -0.0224 0.0297 0.0431
Si 0.0225 -0.0319 0.0582
Si -0.0233 -0.0011 0.0232
Si 0.0265 -0.0296 0.0378
Si 0.0076 -0.0172 0.03
Si -0.006 0.0114 -0.0023
Si 0.0091 -0.0211 0.0122
Si -0.0565 0.0081 0.061
Si 0.0044 0.0157 -0.1283
Si 0.0044 -0.0078 0.2151
Si 0.004 -0.0034 0.2057
Si 0.0038 -0.0161 -0.1071
Si -0.0043 -0.0033 0.1287
Si 0.0297 0.0068 -0.1198
Si 0.024 0.0223 -0.1151
Si 0.0141 0.0145 0.0943
Si -0.0068 0.0384 0.0651
Si -0.0074 -0.0071 -0.3599
Si -0.0042 -0.0613 -0.3487
Si 0.0097 -0.0558 0.125
Si -0.0915 0.0206 -0.0952
Si -0.0286 0.0083 0.0893
Si -0.0501 -0.0035 0.1252
Si 0.0744 0.0813 -0.3358
Si 0.048 -0.0543 0.0219
Si -0.022 0.0207 0.0445
Si 0.033 -0.0364 0.0489
Si -0.0497 0.0511 -0.0163
Si -0.0331 0.0332 0.0477
Si 0.0376 -0.0414 0.0007
Si 0.0135 -0.0055 -0.0577
Si 0.0505 -0.0522 0.0564
Si -0.0012 -0.0102 0.023
Si 0.0238 0.0329 -0.0035
Si 0 0.0094 0.0057
Si -0.0253 -0.0214 0
Si 0.0121 0.0285 -0.0034
Si -0.0132 -0.0028 0.0171
Si -0.0395 -0.0245 0.0133
Si 0.0241 0.017 0.0135
Si 0.0059 0.0087 -0.0043
Si -0.014 -0.0452 -0.0105
Si 0.0315 0.0018 -0.0058
Si -0.0194 -0.0166 -0.0031
Si -0.0024 -0.0391 -0.0171
Si 0.0132 0.0078 0.0207
Si -0.0094 0.0045 0.0031
Si 0.0412 0.0181 -0.0214
Si 0.047 0.0158 0.0249
Si -0.0562 0.0859 -0.09
Si -0.0546 0.0552 0.0156
Si 0.0478 -0.0544 -0.0257
Si -0.059 0.0508 -0.0946
Si 0.0085 -0.0726 0.0133
Si 0.0166 -0.0254 -0.0494
Si -0.017 -0.0304 0.0403
Si 0.1205 0.024 0.341
Si 0.0352 -0.0113 -0.1107
Si 0.0035 0.0177 0.217
Si -0.0074 0.079 -0.1066
Si 0.0715 -0.0601 -0.1329
Si 0.0037 -0.0604 0.3743
Si 0.0289 -0.0437 -0.0687
Si -0.0898 0.074 0.0991
Si 0.244 0.0601 -0.1734
Si -0.0463 -0.0318 0.0427
Si 0.0014 0.0066 -0.1897
Si 0.0276 -0.0003 0.0704
Si -0.1758 -0.0321 0.107
Si 0.0189 -0.0174 -0.1598
Si -0.0213 0.1293 0.1078
Si -0.11 -0.3095 -0.1738
Si -0.1988 -0.1322 0.1819
Si 0.0248 0.1807 0.1262
Si -0.2012 0.0335 0.1354
Si -0.0281 -0.023 -0.0603
Si 0.0204 0.0083 -0.046
Si 0.0178 0.0236 -0.0261
Si 0.285 0.4194 0.2539
Si -0.0558 0.0248 -0.0147
Si -0.0581 0.2569 -0.3201
Si 0.0172 0.1054 -0.4476
Si 0.0884 -0.2013 -0.3061
Si 0.002 0.0345 -0.2139
Si 0.0021 -0.0819 -0.2577
Si -0.2067 0.0404 -0.3854
B 0.1496 -0.3715 -0.4108
Si 0.2456 -0.1184 -0.3027
O -0.1023 0.1171 0.3402
O -0.0483 0.156 0.3755
O 0.1225 -0.0727 0.4391
O 0.1341 -0.0247 0.7134
O 0.0335 -0.1447 0.3778
O 0.149 -0.1301 0.4558
O -0.1228 0.1169 0.4251
O -0.2483 0.1136 0.6586
O -0.0697 0.0455 -0.2566
O -0.0374 0.0682 -0.2535
O -0.0561 0.0798 -0.255
O 0.0518 -0.0481 -0.2556
O 0.0271 -0.0845 -0.2729
O -0.0532 0.044 -0.2421
O 0.0867 -0.0141 -0.2762
O 0.0672 -0.061 -0.2373
Si -0.0576 0.0013 -0.364
Si 0.0977 -0.0061 -0.4416
Si 0.0002 -0.022 -0.1619
Si -0.0574 -0.0337 -0.3549
Si 0.035 -0.0277 0.2164
Si 0.0281 -0.0168 -0.3759
Si 0.0199 -0.0053 -0.1998
Si 0.0238 0.0065 -0.0535
Si -0.0459 0.0038 -0.3349
Si 0.0284 -0.0272 0.2189
Si 0.0409 0.0022 -0.1965
Si -0.0246 -0.0647 -0.4538
Si -0.0039 0.0081 0.0813
Si 0.0107 -0.0222 0.2232
Si 0.0517 -0.0256 -0.1316
Si 0.0171 -0.0336 0.2148
Si -0.2205 0.1164 -0.6621
Si -0.0365 0.0465 0.1961
Si -0.0261 0.0117 0.241
Si 0.0457 -0.078 -0.3261
Si -0.027 0.0183 -0.2227
Si -0.0046 -0.0162 0.0957
Si 0.0023 0.0011 0.1004
Si 0.0478 -0.0088 -0.1887
Si -0.0289 0.0046 -0.0275
Si 0.0094 0.0076 0.093
Si -0.0017 -0.0216 -0.0508
Si 0.0173 0.0075 -0.0329
Si 0.0712 -0.0226 -0.3944
Si -0.0464 0.1052 -0.3635
Si 0.0038 -0.0309 -0.3115
Si -0.0323 0.0279 0.2303
Si -0.0387 0.0155 -0.2093
Si -0.0351 0.0318 0.237
Si 0.025 0.0367 -0.3872
Si -0.0123 0.0123 -0.0307
Si 0.0243 -0.0436 -0.408
O 0.0085 -0.0045 -0.0192
O -0.0174 0.0125 0.0543
O -0.0209 -0.0436 -0.0844
O -0.062 0.0512 0.1428
O -0.0026 0.0042 0.1279
O -0.0074 0.0276 0.115
O 0.0194 0.0898 0.1419
O -0.0268 0.0182 0.0794
O -0.0768 -0.0398 0.1842
O -0.0165 -0.0398 -0.0845
O 0.0495 -0.1118 0.2621
O -0.0385 -0.0208 -0.0821
O 0.0146 0.0347 -0.0842
O 0.0082 0.028 0.0738
O 0.0141 0.0011 -0.0717
O -0.0724 -0.0783 0.2044
O 0.0039 0.0007 0.0217
O -0.0021 -0.0019 0.0064
O -0.0195 0.0092 0.1167
O 0.0026 -0.0051 0.0812
O -0.026 -0.021 0.0836
O 0.0095 0.011 0.0784
O 0.024 -0.0127 0.0609
O -0.007 0 -0.0671
O 0.0043 -0.0041 0.0083
O -0.0073 0.0079 -0.0673
O 0.0454 0.0182 0.1234
O 0.0031 0.0075 -0.0165
O 0.0836 0.0019 0.2038
O -0.0004 -0.0211 0.0485
O 0.0775 0.002 0.2049
O -0.0739 -0.0204 0.207
O 0.0026 -0.0091 -0.0778
O -0.0105 -0.0182 -0.0724
O -0.0176 -0.0032 0.1397
O -0.0512 -0.026 0.124
O -0.031 0.0649 0.1761
O -0.0439 -0.0206 0.1423
O -0.014 0.0054 -0.02
O -0.0176 -0.0039 0.046
O 0.0465 -0.0317 0.0428
O 0.0714 -0.0372 0.1463
O 0.0275 0.0172 0.0365
O -0.0444 -0.0262 0.2213
O 0.0553 0.034 0.213
O -0.0346 -0.0186 -0.0845
O 0.0254 0.0172 0.0559
O 0.0613 0.091 0.1872
O -0.0004 -0.0043 -0.0206
O 0.0398 0.0179 -0.0867
O -0.0201 -0.0241 0.0696
O 0.0097 -0.0003 -0.0191
O 0.0048 -0.0068 -0.0687
O 0.0314 -0.0092 0.0764
O -0.0149 -0.0277 0.0415
O -0.0083 0.0143 0.053
O -0.0059 -0.0269 0.0696
O 0.0135 -0.0012 -0.0713
O -0.0165 -0.0332 0.1519
O 0.0118 0.0283 0.1298
O 0.0028 -0.0159 -0.0216
O -0.0012 -0.0007 -0.0691
O -0.0704 0.0495 0.2129
O 0.0397 0.0234 -0.0892
O 0.0244 0.04 -0.0863
O -0.0109 0.0056 -0.0128

The program warned: the cutoff lies below the one the program advises for these potential files; the exchange-correlation potential is rough where the density is thin.
